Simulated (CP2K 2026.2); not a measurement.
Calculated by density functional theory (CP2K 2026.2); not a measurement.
Periodic cell of 513 atoms, Si351O162, from a study of silicon, its oxide and their interface. The atomic structure is a simulated model.
Doubt: the forces sum to 1.53 eV/angstrom along one axis rather than to zero, so they err by at least 0.0030 eV/angstrom per atom on average; the grid cutoff is modest.

Settings
functional: PBE
method: Gaussian and plane waves
basis set: DZVP-MOLOPT-SR-GTH
pseudopotentials: GTH-PBE
grid cutoff: 300 Ry, relative cutoff 40 Ry
k points: Gamma only
occupations: fixed
spin: none
net charge: 0

Cell vectors (angstrom)
a 16.407 0 0
b 0 16.407 0
c -0.3915 0.1812 34.3126

Atoms and the computed forces on them: element, x, y, z (angstrom), force x, y, z (eV/angstrom)
Si 16.38 16.285 0.219 -0.115 0.071 0.2
Si 2.189 3.105 0.377 0.032 -0.047 0.198
Si 0.124 5.501 0.118 -0.057 0.084 0.228
Si 2.633 8.338 0.46 -0.01 0.025 0.048
Si 0.439 10.581 0.155 -0.029 0.01 0.184
Si 2.168 13.931 0.11 0.162 -0.097 0.145
Si 5.687 16.203 0.131 -0.181 0.075 0.162
Si 7.896 2.479 34.179 -0.116 0.149 0.174
Si 4.623 5.924 0.125 0.046 0 0.176
Si 7.283 8.514 34.286 0.063 -0.009 0.191
Si 5.759 10.866 0.001 -0.021 -0.003 0.159
Si 8.086 14.034 0.18 0.128 -0.066 0.172
Si 10.911 0.475 0.116 0.087 -0.089 0.204
Si 13.614 3.219 0.006 0.009 -0.08 0.22
Si 10.737 5.376 34.226 -0.027 0.053 0.235
Si 13.432 8.506 0.055 0.04 -0.114 0.234
Si 10.536 10.682 34.202 -0.109 0.098 0.177
Si 13.195 13.49 0.069 0.088 0.005 0.219
Si 1.081 1.45 1.593 -0.008 0.004 -0.059
Si 3.817 4.254 1.584 -0.026 0.02 -0.064
Si 1.228 6.933 1.635 -0.001 0.003 -0.047
Si 4.135 9.798 1.455 -0.003 -0.023 -0.035
Si 1.283 12.297 1.556 -0.003 -0.012 -0.05
Si 3.946 15.057 1.241 0.013 0.006 -0.029
Si 6.755 1.412 1.446 0.022 -0.02 -0.054
Si 9.413 4.085 1.142 0.023 -0.013 -0.044
Si 6.477 6.868 1.329 -0.018 0.016 -0.053
Si 9.363 9.435 1.288 0.002 -0.001 -0.058
Si 6.927 12.343 1.396 0 0.011 -0.045
Si 9.687 15.224 1.401 -0.037 0.018 -0.054
Si 12.412 1.637 1.411 -0.034 0.007 -0.061
Si 14.969 4.369 1.494 -0.004 -0.009 -0.063
Si 12.214 6.851 1.276 0.002 0.011 -0.037
Si 15.014 9.628 1.382 0.002 -0.003 -0.052
Si 12.016 12.084 1.425 0.009 0.014 -0.044
Si 14.732 14.976 1.305 0.01 -0.009 -0.048
Si 16.179 2.866 2.9 0 -0.02 0.008
Si 2.623 0.04 2.726 0.007 0.004 0.004
Si 16.236 8.294 2.891 -0.012 -0.016 0.012
Si 2.535 5.56 3.016 -0.002 -0.015 0.031
Si 16.171 13.674 2.75 -0.019 -0.001 0.02
Si 2.738 11.059 2.888 0.012 0.021 0.023
Si 5.342 2.829 2.735 -0.005 0.002 0.017
Si 8.183 0.075 2.792 0.015 -0.009 0.023
Si 5.342 8.3 2.83 0.011 0.01 0.02
Si 8.028 5.486 2.561 0.003 0.006 0
Si 5.384 13.711 2.662 -0.018 0.001 0.005
Si 8.185 10.921 2.758 0.004 0.002 0
Si 10.82 2.863 2.7 0.004 0 0.012
Si 13.563 0.057 2.75 0.005 0.002 0.007
Si 10.794 8.156 2.674 -0.002 -0.008 0.02
Si 13.539 5.639 2.82 0.007 0 0.004
Si 10.847 13.683 2.756 -0.001 -0.011 0.025
Si 13.574 10.925 2.768 0.003 0.001 0.01
Si 1.178 4.157 4.289 0.003 0.008 -0.002
Si 3.99 1.417 4.099 -0.007 -0.007 0.003
Si 1.282 9.663 4.173 0 -0.001 -0.003
Si 3.974 6.96 4.236 -0.007 -0.003 -0.003
Si 1.217 15.074 4.074 0 -0.001 0.008
Si 4.08 12.434 4.194 -0.005 -0.008 -0.005
Si 6.734 4.176 4.079 0.002 -0.002 -0.002
Si 9.512 1.47 4.131 -0.006 -0.001 -0.006
Si 6.766 9.628 4.158 -0.007 -0.012 0.001
Si 9.4 6.827 4.039 0.008 0.006 -0.005
Si 6.743 15.088 4.069 0.007 0.003 0.001
Si 9.477 12.344 4.138 -0.007 -0.005 -0.001
Si 12.154 4.215 4.121 -0.009 0.003 0.001
Si 14.868 1.417 4.194 -0.001 0.006 -0.001
Si 12.172 9.545 4.084 0.009 -0.001 0.004
Si 14.885 6.937 4.246 -0.005 0.003 -0.002
Si 12.192 15.09 4.119 0.003 -0.004 0.002
Si 14.863 12.344 4.173 0.001 0.009 -0.002
Si 16.304 0.056 5.496 0.001 0.004 -0.006
Si 2.627 2.767 5.521 0.001 -0.005 0.002
Si 16.238 5.551 5.604 -0.007 -0.004 0.002
Si 2.601 8.303 5.586 0.002 0.001 0.002
Si 16.289 11.013 5.524 0 0.002 -0.002
Si 2.615 13.761 5.495 0.002 -0.002 -0.002
Si 5.378 0.056 5.46 0 0.002 -0.001
Si 8.104 2.819 5.477 0.002 0 0
Si 5.382 5.541 5.498 0.002 0.001 0
Si 8.115 8.23 5.484 -0.001 0.004 -0.006
Si 5.403 11.012 5.532 -0.002 0.005 -0.002
Si 8.076 13.715 5.477 -0.003 -0.007 -0.002
Si 10.828 0.06 5.496 -0.004 0 0.001
Si 13.49 2.807 5.514 -0.006 -0.008 -0.003
Si 10.78 5.541 5.495 0 -0.002 -0.001
Si 13.505 8.276 5.568 0.003 -0.009 0.002
Si 10.856 10.971 5.474 0.003 0.005 0
Si 13.543 13.747 5.524 0.002 0.002 0.002
Si 1.258 1.413 6.887 0.006 -0.001 0.001
Si 4 4.163 6.858 0.001 -0.001 -0.004
Si 1.233 6.915 6.93 -0.001 -0.001 0.001
Si 3.998 9.671 6.903 -0.004 -0.001 0
Si 1.26 12.385 6.88 0 -0.002 -0.004
Si 3.992 15.127 6.858 -0.005 0.003 -0.002
Si 6.733 1.432 6.839 -0.001 0.001 -0.006
Si 9.447 4.168 6.882 0.001 -0.002 -0.003
Si 6.739 6.898 6.878 0.001 0 -0.002
Si 9.478 9.616 6.853 0.006 -0.002 -0.003
Si 6.745 12.377 6.9 -0.002 -0.004 0
Si 9.441 15.098 6.845 -0.006 -0.001 -0.005
Si 12.166 1.428 6.893 -0.002 -0.003 -0.001
Si 14.868 4.157 6.912 -0.004 0.003 0.001
Si 12.147 6.893 6.901 -0.003 0.005 0.002
Si 14.914 9.644 6.895 0 0.001 -0.002
Si 12.185 12.356 6.871 0.003 0.003 0
Si 14.932 15.107 6.874 0.007 0.001 0.002
Si 16.283 2.793 8.239 -0.001 -0.002 -0.001
Si 2.634 0.067 8.253 -0.001 0.002 0.002
Si 16.27 8.278 8.283 0.001 -0.003 0.002
Si 2.623 5.524 8.241 0 0 0
Si 16.298 13.746 8.247 0.001 0.001 -0.001
Si 2.618 11.022 8.269 0 0.001 0.002
Si 5.366 2.797 8.223 0 0.001 -0.003
Si 8.085 0.062 8.229 0 -0.001 -0.001
Si 5.362 8.273 8.239 -0.002 0.002 -0.003
Si 8.097 5.539 8.255 -0.002 0.001 -0.002
Si 5.352 13.751 8.243 -0.002 -0.003 -0.001
Si 8.115 10.994 8.234 0 0.001 -0.003
Si 10.809 2.799 8.263 -0.002 -0.002 0.003
Si 13.562 0.07 8.24 -0.001 0.002 -0.001
Si 10.819 8.276 8.269 -0.001 -0.001 0
Si 13.523 5.534 8.279 0 -0.005 0.002
Si 10.81 13.733 8.221 0 -0.003 -0.003
Si 13.558 11.014 8.257 0.003 0 0
Si 1.243 4.166 9.611 -0.001 0.001 0.002
Si 3.996 1.447 9.61 0.002 0.002 -0.001
Si 1.242 9.645 9.636 -0.003 -0.003 0.001
Si 3.98 6.906 9.599 0.001 -0.002 -0.001
Si 1.256 15.113 9.611 0.003 -0.002 0
Si 3.988 12.391 9.627 -0.003 0 -0.001
Si 6.718 4.169 9.6 0.002 -0.001 -0.003
Si 9.448 1.421 9.616 -0.003 -0.001 -0.001
Si 6.735 9.637 9.599 0 -0.001 -0.002
Si 9.462 6.902 9.627 0.002 0.001 -0.001
Si 6.719 15.116 9.623 -0.003 -0.001 -0.002
Si 9.465 12.37 9.61 -0.001 0.002 -0.001
Si 12.179 4.164 9.647 -0.001 0.001 0
Si 14.926 1.433 9.616 0.002 0.001 -0.001
Si 12.197 9.642 9.63 0.003 0.002 0.002
Si 14.91 6.901 9.648 -0.002 0.001 0.003
Si 12.19 15.095 9.589 -0.001 0.001 -0.001
Si 14.932 12.372 9.613 0.001 -0.001 0
Si -0.116 0.068 10.978 -0.003 0.001 0
Si 2.611 2.801 10.977 -0.001 -0.003 -0.001
Si -0.111 5.53 11.008 0.002 -0.002 0.003
Si 2.607 8.255 10.987 0.001 0 0.001
Si 16.277 11.008 11.006 0.002 0.002 0.002
Si 2.606 13.751 10.988 0 0.003 0.001
Si 5.35 0.087 10.995 0 0 -0.002
Si 8.087 2.809 10.967 -0.004 0 -0.002
Si 5.344 5.542 10.959 -0.001 0.001 -0.002
Si 8.096 8.275 10.972 -0.003 -0.002 0
Si 5.362 10.998 10.969 0.003 0 -0.001
Si 8.098 13.735 10.985 0.001 -0.002 -0.001
Si 10.84 16.464 10.973 0.002 -0.003 0.001
Si 13.579 2.805 10.997 0.002 -0.001 0.001
Si 10.832 5.55 11.012 -0.003 -0.002 0.002
Si 13.559 8.284 11.019 -0.001 -0.002 0.003
Si 10.834 11.02 10.988 -0.003 -0.001 0
Si 13.558 13.733 10.964 -0.002 -0.003 0
Si 1.241 1.437 12.351 0 -0.003 -0.001
Si 3.96 4.197 12.328 0.001 -0.001 -0.002
Si 1.242 6.905 12.395 -0.001 0.001 0.004
Si 3.984 9.628 12.329 0.002 -0.003 0
Si 1.236 12.384 12.355 0.001 -0.002 0.003
Si 3.954 15.133 12.35 0.001 -0.003 0
Si 6.723 1.47 12.351 0.005 0.003 -0.003
Si 9.457 4.166 12.341 0.002 -0.001 0
Si 6.716 6.91 12.314 0.002 0 0
Si 9.47 9.638 12.335 -0.002 -0.001 -0.002
Si 6.73 12.354 12.346 -0.004 0 -0.001
Si 9.491 15.094 12.355 -0.007 0.002 0
Si 12.221 1.421 12.341 -0.002 0.002 -0.001
Si 14.944 4.161 12.396 -0.003 0 0.002
Si 12.208 6.914 12.395 0.001 0.002 0.002
Si 14.917 9.652 12.406 -0.001 -0.001 0.005
Si 12.215 12.373 12.359 0.001 0.004 0
Si 14.924 15.09 12.324 0.002 -0.001 0.001
Si -0.088 2.786 13.772 0.003 -0.004 0.003
Si 2.561 16.473 13.744 -0.001 0.003 0.003
Si -0.13 8.276 13.779 0.003 0.003 0.005
Si 2.617 5.528 13.761 -0.001 -0.003 0.004
Si -0.15 13.734 13.726 0 -0.001 0.002
Si 2.6 10.99 13.682 0.002 0.005 -0.001
Si 5.327 2.856 13.689 -0.005 0.002 -0.002
Si 8.126 0.096 13.678 -0.002 0.002 -0.001
Si 5.354 8.261 13.693 0 -0.004 0
Si 8.085 5.556 13.673 -0.003 -0.002 -0.003
Si 5.326 13.733 13.659 0.003 0.002 -0.003
Si 8.107 10.976 13.718 0 -0.006 0.002
Si 10.86 2.806 13.685 -0.003 -0.004 0.001
Si 13.592 16.453 13.704 -0.002 -0.001 -0.002
Si 10.845 8.318 13.735 -0.006 -0.002 0.002
Si 13.59 5.546 13.766 0.002 0 0.003
Si 10.881 13.736 13.745 0.006 -0.003 0.001
Si 13.549 11.029 13.786 -0.006 0.001 0.008
Si 1.261 4.164 15.172 -0.002 -0.002 0.002
Si 3.935 1.496 15.031 0.004 -0.006 -0.002
Si 1.245 9.676 15.11 0.005 -0.001 0
Si 4.003 6.918 15.095 -0.002 0.001 0.003
Si 1.173 15.087 15.127 -0.003 -0.011 0.001
Si 3.947 12.368 15.024 0.001 0.005 0.003
Si 6.693 4.24 15.046 0.009 0.003 0
Si 9.527 1.439 15.059 0.006 0.007 0
Si 6.714 9.605 15.076 -0.005 -0.011 0
Si 9.461 6.923 15.022 0.002 0.005 0.002
Si 6.714 15.119 14.956 0.002 0.002 -0.008
Si 9.527 12.312 15.066 -0.009 0.004 0
Si 12.21 4.155 15.087 0.003 -0.002 0.001
Si 14.967 1.357 15.105 -0.002 0.001 0.003
Si 12.192 9.663 15.178 0.001 -0.004 0.009
Si 14.926 6.913 15.193 -0.001 -0.001 0.006
Si 12.268 15.114 15.123 0.004 0.004 0.005
Si 14.916 12.403 15.16 -0.001 0 0.006
Si -0.152 16.416 16.609 0.005 0.004 -0.001
Si 2.646 2.797 16.55 0.003 0.006 -0.007
Si -0.095 5.541 16.567 0 0.001 0.004
Si 2.636 8.303 16.434 0 0.003 0.004
Si -0.142 11.012 16.513 0 0.003 0.002
Si 2.518 13.649 16.417 0.007 0.009 0.012
Si 5.305 16.481 16.264 0.009 0.003 0.005
Si 8.105 2.85 16.298 -0.003 -0.007 0
Si 5.393 5.617 16.508 -0.016 -0.007 -0.001
Si 8.104 8.234 16.436 0.008 -0.001 0.011
Si 5.323 11.02 16.371 0.001 -0.001 -0.009
Si 8.116 13.744 16.247 -0.001 0.003 -0.003
Si 10.91 16.487 16.47 -0.004 -0.004 0.005
Si 13.591 2.729 16.4 0.009 0 0.01
Si 10.829 5.585 16.379 -0.012 -0.005 0
Si 13.535 8.285 16.576 -0.005 0.002 0.001
Si 10.853 11.026 16.605 0.001 -0.002 -0.001
Si 13.631 13.814 16.593 -0.013 -0.011 0.006
Si 1.283 1.357 17.909 0.003 -0.002 -0.016
Si 4.057 4.223 17.866 0.004 0.007 0.004
Si 1.339 6.97 17.877 0.013 0.016 -0.016
Si 3.943 9.724 17.793 -0.002 -0.024 -0.009
Si 1.157 12.362 17.949 -0.004 -0.009 -0.008
Si 3.907 15.107 17.579 -0.001 0.006 -0.011
Si 6.745 1.407 17.535 -0.011 0.005 -0.028
Si 9.397 4.274 17.668 0.006 0.006 -0.013
Si 6.772 6.979 17.938 0.017 0.005 -0.019
Si 9.406 9.573 17.866 -0.017 -0.03 -0.02
Si 6.761 12.418 17.592 0.02 0.014 -0.026
Si 9.493 15.009 17.643 -0.01 -0.004 -0.016
Si 12.305 1.43 17.89 0.015 0.009 -0.017
Si 14.902 4.05 17.809 -0.011 -0.005 -0.021
Si 12.103 6.89 17.884 0.012 0.001 -0.014
Si 14.945 9.657 17.937 0.003 -0.003 -0.014
Si 12.276 12.47 17.957 0.004 0.02 -0.027
Si 14.929 15.113 18.19 -0.004 0.001 0.001
Si -0.093 2.744 19.227 -0.005 0.017 0.059
Si 2.642 16.282 19.181 0.034 -0.002 0.069
Si -0.101 8.239 19.301 -0.009 -0.021 0.041
Si 2.787 5.69 19.264 -0.011 0 0.018
Si -0.03 13.7 19.595 0.026 -0.023 0.063
Si 2.485 10.905 19.256 -0.003 0.031 0.04
Si 5.525 2.744 19.007 0.013 -0.036 0.07
Si 8.072 16.383 18.831 -0.013 0.005 0.057
Si 5.485 8.638 19.18 -0.029 -0.002 0.062
Si 8.103 5.472 19.287 0.011 -0.02 0.038
Si 5.301 13.749 18.82 -0.008 0.021 0.039
Si 8.056 11.121 19.047 -0.016 0.018 0.079
Si 10.776 2.889 18.917 -0.015 -0.007 0.056
Si 13.522 0.146 19.589 -0.013 0.017 0.04
Si 10.704 8.209 19.352 0.021 0.022 0.041
Si 13.429 5.354 19.119 -0.004 0.004 0.062
Si 10.786 13.839 19.237 -0.011 -0.023 0.051
Si 13.693 11.124 19.342 0.003 -0.026 0.052
Si 1.072 4.436 20.36 0.06 -0.065 -0.199
Si 4.4 1.059 20.112 -0.05 0.043 -0.203
Si 1.029 9.707 20.829 0.082 -0.092 -0.225
Si 4.409 7.122 20.497 -0.105 0.051 -0.203
Si 1.79 14.696 20.859 -0.072 0.077 -0.246
Si 3.913 12.477 20.187 -0.033 -0.007 -0.096
Si 7.242 3.541 20.441 -0.072 0.068 -0.22
Si 9.419 1.406 20.042 -0.002 -0.003 -0.125
Si 6.33 10.493 20.551 0.093 -0.136 -0.218
Si 9.516 6.64 20.835 -0.087 0.07 -0.157
Si 6.52 15.223 20.129 0.044 -0.023 -0.199
Si 9.748 12.047 20.386 -0.048 0.138 -0.198
Si 11.705 4.358 20.485 0.147 -0.028 -0.223
Si 15.086 1.522 20.884 -0.076 -0.028 -0.267
Si 12.055 9.852 20.388 0.014 -0.075 -0.208
Si 15.068 6.481 20.298 0.012 0.081 -0.2
Si 11.543 15.583 20.685 0.116 -0.031 -0.181
Si 15.268 12.086 21.022 -0.115 0.074 -0.24
Si 12.74 7.629 25.206 0.009 -0.003 0.038
Si 5.836 5.316 22.251 0.042 0.01 0.035
Si 5.227 15.731 24.751 -0.079 0.024 0.023
Si 7.483 14.419 23.024 -0.047 -0.055 0.035
Si 12.969 4.628 25.279 0.039 0.088 -0.013
Si 2.655 4.89 22.606 -0.109 -0.114 0.011
Si 13.64 8.136 22.516 -0.001 0.023 -0.045
Si 7.964 11.579 22.836 -0.03 -0.055 -0.046
Si 14.469 12.415 24.146 0.017 -0.001 -0.06
Si 0.794 0.291 23.013 0.004 -0.05 0.015
Si 7.964 6.965 23.754 0.078 -0.006 -0.061
Si 10.473 3.397 26.216 -0.012 0.009 -0.031
Si 10.694 9.509 26.273 0.077 0.044 -0.022
Si 11.687 0.925 24.961 -0.038 0.005 -0.016
Si 0.469 1.508 25.783 0.024 -0.017 -0.09
Si 13.068 2.935 22.873 -0.008 0.013 0.067
Si 2.88 5.976 25.207 -0.051 0.041 0.004
Si 1.353 12.54 27.273 -0.027 -0.031 0.027
Si 4.139 13.44 26.789 0.081 0.041 -0.02
Si 10.539 14.765 23.451 0.046 -0.024 0.02
Si 2.546 7.737 22.751 -0.046 0.084 0.049
Si 4.992 2.201 25.35 0.102 -0.097 0.066
Si 9.712 9.901 31.396 -0.066 0.074 0.018
Si 6.462 11.326 27.383 0.044 0.043 0.018
Si 13.07 16.166 27.451 -0.034 -0.063 -0.027
Si 1.092 4.188 26.646 0.02 0.075 -0.038
Si 15.066 9.378 24.748 -0.05 -0.042 -0.005
Si 0.475 9.595 26.991 -0.018 -0.052 0.018
Si 11.414 12.338 25.061 -0.031 -0.035 0.072
Si 15.023 13.769 26.863 -0.077 -0.066 0.022
Si 3.648 1.196 23.022 0.092 -0.09 0.035
Si 2.173 8.542 28.901 0.095 -0.078 0.05
Si 2.023 2.781 31.834 0.01 -0.032 -0.024
Si 2.037 11.396 30.089 -0.019 0.01 0.002
Si 15.883 7.92 29.315 -0.009 -0.042 -0.03
Si 4.118 1.093 30.118 0.018 0.102 0.016
Si 8.493 14.836 31.594 -0.054 0.091 0.027
Si 4.821 7.535 30.005 0.003 0.001 0.038
Si 8.835 5.452 29.42 0.011 0.029 -0.086
Si 5.037 14.604 29.473 0.097 -0.013 -0.062
Si 11.893 9.646 29.19 0.063 -0.123 -0.001
Si 11.501 4.091 29.134 0.035 0.051 0.011
Si 14.922 3.217 27.206 0.068 0.018 -0.042
Si 7.962 9.73 25.138 0.037 -0.028 0.026
Si 13.249 6.707 29.562 -0.026 -0.017 -0.032
Si 10.932 13.898 27.848 -0.079 -0.051 0.047
Si 13.189 12.312 29.006 -0.067 0.04 -0.043
Si 13.607 2.051 29.613 -0.01 0.049 -0.064
Si 2.724 2.036 27.442 -0.043 -0.096 0.148
Si 0.319 12.795 32.21 0.052 0.051 0.03
Si 3.989 5.124 31.557 -0.023 -0.029 -0.021
Si 4.84 12.129 31.425 -0.03 0.019 -0.014
Si 5.916 4.888 29.317 -0.017 0.004 0.027
Si 6.46 1.038 31.906 0.027 0.001 0.008
Si 9.091 7.083 32.104 -0.029 -0.038 0.026
Si 5.55 4.805 26.455 -0.033 -0.065 0.003
Si 7.903 13.811 28.788 -0.042 0.02 -0.027
Si 6.682 9.984 30.177 0.032 -0.054 -0.059
Si 8.479 5.562 26.412 0.042 0.03 0.009
Si 15.304 2.049 32.21 0.041 0.097 0.075
Si 14.677 7.283 32.025 0.059 -0.038 0.028
Si 11.479 15.333 32.343 0.034 -0.037 -0.066
Si 13.976 13.731 31.712 -0.058 0.04 -0.011
O 15.555 0.705 33.089 0.191 0.101 -0.251
O 0.802 15.42 34.225 -0.13 -0.234 -0.158
O 2.458 2.522 33.386 0.013 0.124 -0.143
O 1.906 3.403 27.854 -0.116 0.15 0.031
O 0.791 4.461 34.058 0.095 0.002 -0.487
O 15.603 6.335 32.997 -0.153 0.086 -0.141
O 1.139 9.559 34.002 0.188 0.119 0.248
O 3.195 7.354 33.984 -0.074 0.069 0.032
O 0.776 12.057 30.849 -0.182 -0.019 -0.096
O -0.36 11.61 33.118 -0.223 -0.059 -0.137
O 1.677 13.413 32.91 0.125 -0.192 -0.183
O 5.233 0.517 32.883 -0.066 0.202 -0.049
O 6.765 14.977 0.006 -0.19 -0.241 -0.079
O 7.194 2.316 32.66 -0.053 0.124 0.042
O 3.689 2.499 26.24 0.083 0.257 -0.303
O 5.101 4.37 30.625 0.195 -0.275 -0.16
O 4.555 5.207 33.086 -0.047 -0.421 -0.146
O 7.799 7.577 33.003 0.121 -0.224 -0.265
O 9.066 6.077 27.889 0.132 0.04 0.125
O 6.324 9.786 33.756 0.134 -0.111 -0.162
O 4.802 11.984 33.06 0.048 0.255 0.06
O 8.258 9.89 30.623 -0.056 0.071 -0.196
O 8.231 13.968 32.953 -0.068 -0.292 -0.05
O 9.233 1.553 33.956 0.066 -0.067 -0.259
O 11.388 0.412 33.014 0.047 0.178 -0.173
O 14.302 3.021 33.1 -0.029 -0.2 -0.31
O 11.962 4.342 33.739 -0.096 0.197 -0.057
O 9.982 5.953 32.87 0.168 -0.138 -0.053
O 8.645 6.561 30.617 0.123 -0.033 -0.096
O 13.818 8.272 32.982 0.359 0.274 -0.101
O 11.875 9.762 33.904 0.077 -0.059 0.151
O 9.839 10.927 32.691 -0.173 0.122 0.02
O 13.533 12.943 33.083 0.314 -0.228 -0.019
O 11.461 14.365 33.67 -0.088 0.167 -0.142
O 13.552 4.179 23.822 0.294 0.078 -0.016
O 3.825 1.668 21.499 0.099 0.151 0.126
O 5.518 16.396 20.674 -0.143 0.306 0.225
O 2.777 7.424 24.377 0.052 0.089 0.178
O 1.619 8.998 22.244 0.014 -0.027 0.078
O -0.039 10.874 21.329 -0.267 -0.111 0.41
O 3.954 7.879 21.921 -0.125 -0.19 0.032
O 5.786 6.266 20.915 0.115 0.014 -0.165
O 2.986 13.544 21.11 -0.013 -0.063 0.022
O 1.378 15.267 22.389 0.144 -0.301 0.223
O 7.212 12.872 23.501 -0.144 0.043 0.316
O 5.066 11.516 20.929 -0.106 -0.116 0.193
O 8.368 2.396 20.877 -0.181 -0.079 0.037
O 6.69 3.981 21.931 -0.134 -0.216 0.087
O 10.459 0.427 20.911 -0.041 0.031 -0.074
O 12.449 1.689 23.728 0.132 -0.188 0.001
O 8.629 10.753 24.058 0.232 0.095 -0.108
O 7.073 10.452 22.034 -0.141 -0.249 0.095
O 7.451 8.427 24.296 0.16 -0.005 0.128
O 8.844 7.027 22.336 0.145 0.227 -0.14
O 7.052 14.464 21.462 0.006 -0.333 -0.105
O 11.577 14.854 22.173 0.18 0.084 0.141
O 9.026 12.304 21.837 0.245 0.426 -0.025
O 5.078 12.107 26.989 -0.148 -0.359 -0.214
O 10.752 5.572 21.086 0.212 0.094 -0.194
O 11.95 3.447 21.824 0.022 0.009 0.056
O 14.344 2.495 21.974 -0.064 0.055 0.194
O 12.855 9.312 21.729 0.422 0.194 0.152
O 10.92 10.967 20.834 -0.057 -0.017 0.155
O 12.579 7.539 23.589 -0.108 -0.23 -0.125
O 14.164 6.941 21.585 -0.17 0.036 0.072
O 15.047 13.512 25.228 -0.092 0.241 0.043
O 10.515 13.243 24.047 -0.289 -0.006 -0.298
O 14.806 12.658 22.539 -0.099 0.159 0.032
O 2.852 1.641 31.001 -0.191 -0.247 -0.26
O 1.751 5.666 26.357 -0.077 0.056 0.18
O 1.933 6.323 22.204 -0.097 -0.195 0.033
O 2.529 4.745 24.196 0.206 0.024 0.06
O 4.717 14.49 25.675 0.024 -0.044 -0.194
O 2.611 13.031 26.338 -0.027 -0.074 -0.278
O 6.606 15.343 24.014 0.098 0.145 0.058
O 8.987 15.035 23.078 -0.019 0.254 -0.11
O 5.541 0.684 25.638 0.057 -0.025 0.134
O 11.025 15.918 24.501 -0.037 -0.299 0.003
O 4.269 4.917 22.402 0.127 0.1 -0.023
O -0.216 5.384 20.807 -0.15 0.061 -0.201
O 11.331 8.067 25.853 -0.058 -0.142 -0.26
O 6.586 6.099 23.469 -0.229 0.022 -0.008
O 6.841 10.537 26.003 -0.381 -0.097 0.058
O 5.78 8.692 30.634 -0.062 -0.03 -0.025
O 12.805 0.615 26.097 0.382 -0.142 0.107
O 12.272 2.93 29.994 -0.154 -0.109 0.247
O 16.136 0.683 21.841 0.3 -0.407 -0.21
O 11.108 3.408 27.712 -0.149 -0.013 0.081
O 13.274 6.172 25.692 0.17 -0.069 0.272
O 10.113 4.538 29.857 0.15 -0.089 -0.129
O -0.014 8.948 25.577 0.075 0.131 -0.251
O 13.79 8.815 25.604 -0.036 0.025 0.31
O 11.131 10.742 25.285 -0.083 -0.061 -0.208
O 11.175 13.064 26.483 0.155 0.27 0.123
O 14.396 15.236 27.213 0.097 0.133 0.013
O 12.875 12.431 24.377 -0.233 0.054 0.178
O 0.142 0.455 24.54 -0.019 -0.002 0.077
O 4.129 16.134 23.588 -0.165 -0.045 -0.177
O 14.571 3.046 28.768 0.059 0.273 0.126
O 1.813 3.82 21.73 0.238 0.054 0.073
O 1.644 0.941 26.815 -0.054 -0.073 -0.175
O 13.6 3.632 26.382 -0.139 -0.209 0.119
O 2.046 1.299 23.228 -0.123 0.245 0.328
O 2.082 12.17 28.673 0.015 0.16 0.06
O 15.881 9.207 28.26 -0.063 0.021 0.045
O 0.588 11.198 26.748 -0.031 -0.031 0.085
O 4.066 14.159 28.249 -0.21 0.246 -0.043
O 10.516 1.891 25.59 -0.106 -0.038 -0.027
O 4.513 2.312 23.81 0.019 0.148 0.007
O 5.973 3.471 25.599 0.126 0.037 0.04
O 11.357 4.396 25.27 0.124 0.303 -0.254
O 4.366 5.742 25.832 -0.007 0.097 -0.038
O 3.731 8.137 28.966 0.1 0.264 -0.154
O 9.094 9.295 26.209 -0.09 -0.236 0.15
O 10.903 10.21 30.349 0.002 0.058 0.014
O 6.121 11.275 30.952 0.126 0.226 0.445
O 6.408 10.188 28.568 0.084 -0.267 0.192
O 11.723 15.308 27.764 -0.104 -0.047 -0.188
O 7.528 12.432 27.985 0.035 0.119 0.298
O 14.697 6.906 28.796 0.237 -0.233 -0.353
O 0.949 3.059 25.418 0.194 0 -0.011
O 12.387 8.105 29.423 0.054 0.003 0.182
O 14.978 8.708 23.269 -0.099 -0.223 -0.191
O 13.894 12.857 30.36 0.016 -0.207 0.004
O 1.848 9.792 29.903 -0.101 0.136 0.345
O 13.148 10.685 29.118 0.166 -0.037 -0.072
O 15.059 10.977 24.585 -0.182 -0.003 0.155
O 13.27 0.728 28.738 -0.048 -0.171 0.129
O 0.176 13.678 27.371 -0.008 0.147 -0.02
O 0.37 2.655 31.723 -0.049 -0.221 0.159
O 14.434 1.598 30.921 -0.167 -0.065 -0.147
O 1.044 7.389 29.259 -0.035 -0.295 0.06
O 15.54 8.164 30.921 -0.127 0.186 0.003
O 15.974 4.46 27.123 -0.04 0.101 0.127
O 2.58 4.288 31.428 -0.227 -0.011 0.196
O 15.599 13.968 31.916 -0.018 -0.055 0.145
O 4.301 15.891 30.123 -0.027 0.007 0.058
O 3.43 11.563 30.883 -0.034 -0.169 0.014
O 1.948 8.995 27.344 0.361 -0.168 0.029
O 5.628 1.59 30.591 0.158 0.288 -0.051
O 3.702 1.492 28.598 -0.103 0.337 -0.119
O 7.551 16.217 31.56 0.312 -0.079 -0.254
O 8.201 13.766 30.393 0.26 -0.383 0.176
O 5.822 6.518 29.236 0.177 0.136 0.12
O 3.909 6.688 31.072 0.074 0.243 0.063
O 5.199 4.302 27.976 -0.102 -0.029 -0.018
O 6.871 5.728 26.533 -0.018 0.077 -0.157
O 5.084 13.598 30.767 0.222 0.013 0.158
O 6.544 14.772 28.769 -0.071 0.002 0.011
O 11.08 9.804 27.803 -0.17 0.171 0.256
O 10.024 8.398 31.946 0.259 -0.251 -0.205
O 8.962 4.001 26.25 -0.09 -0.145 -0.135
O 7.497 4.504 29.391 0.008 0.014 -0.294
O 15.494 1.785 26.63 -0.254 -0.111 -0.217
O 14.079 12.688 27.678 -0.01 0.003 -0.197
O 8.848 6.328 24.998 -0.09 0.019 -0.17
O 9.346 14.243 28.111 0.005 0.369 0.028
O 12.427 5.442 28.953 0.099 0.014 0.297
O 13.604 6.402 31.141 -0.146 -0.285 0.229
O 10.111 15.158 31.466 0.106 -0.04 -0.246
O 11.675 12.964 28.978 0.072 0.029 0.13
O 12.918 15.017 31.581 0.124 0.169 -0.331

Results
total energy: -108571.884 eV
total energy less fixed offsets of O -438.25, Si -107.07 eV per atom: 6.186 eV
